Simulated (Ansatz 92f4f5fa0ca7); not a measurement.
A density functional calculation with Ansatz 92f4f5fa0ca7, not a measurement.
Periodic cell of 189 atoms, Si117O72, from a study of silicon, its oxide and their interface. The atomic structure is a simulated model.

Settings
functional: r2SCAN
potential files: Ansatz norm-conserving
basis: plane waves
wave-function cutoff: 1300 eV
density cutoff ratio: 4
exchange-correlation grid ratio: 1
k mesh: 2 x 2 x 1, shifted by 0.5 0.5 0.5 of a step
self-consistency stop: 5e-08 eV per atom in the density residual
occupations: Fermi-Dirac, 0.05 eV
spin: none
net charge: 0

Cell vectors (angstrom)
a 11.5403 0 0
b 0 11.5403 0
c 4.863 -4.5382 24.3953

Atoms and the computed forces on them: element, x, y, z (angstrom), force x, y, z (eV/angstrom)
Si 0.0847 5.1162 -0.4145 0.144 0.1772 -0.5871
Si 0.3192 8.2965 -0.4258 0.012 -0.1565 -0.4668
Si 0.1132 0.9137 -0.9613 -0.0347 -0.0547 -0.3181
Si 4.2173 5.9142 -0.7389 0.1057 -0.0129 -0.4683
Si 3.9342 8.9573 -0.3317 -0.0368 0.0617 -0.698
Si 3.7545 0.4814 -0.8613 0.054 -0.3416 -0.4616
Si 7.8218 4.8392 -0.1761 0.0433 -0.2089 -0.8145
Si 7.9097 7.8996 -0.7734 -0.0171 -0.0044 -0.6987
Si 7.7611 1.7501 -0.704 -0.1302 0.2994 -0.8209
Si 2.2417 4.8513 0.5225 -0.1324 0.0592 -0.2733
Si 2.082 8.772 1.0194 -0.1406 0.018 -0.0859
Si 1.9607 0.8308 0.6312 -0.1241 0.1255 -0.2473
Si 5.797 5.0489 0.8877 -0.1647 0.1267 -0.2593
Si 6.0371 8.7464 0.6387 0.1514 -0.1331 -0.1536
Si 5.7744 1.1326 0.464 -0.101 -0.0895 -0.1482
Si 9.7963 4.8717 1.0106 0.0391 0.0659 -0.2555
Si 9.7433 8.6512 0.6178 0.1619 -0.045 -0.2936
Si 9.7363 1.2025 0.5003 0.0957 -0.0428 -0.1112
Si 2.1201 6.7043 2.1032 0.0022 -0.0818 0.1078
Si 1.985 10.701 2.2382 0.0007 -0.0843 0.1258
Si 2.108 2.8887 1.9223 0.0076 0.1145 -0.2457
Si 5.9163 6.9402 2.1764 0.1185 0.1567 0.2597
Si 5.9709 10.7552 1.933 0.008 -0.0156 -0.1016
Si 5.7365 2.9753 2.0106 -0.0605 -0.049 0.0173
Si 9.7763 6.8711 2.1634 0.0849 0.0616 0.3491
Si 9.6917 10.7173 1.8838 0.1215 -0.0854 -0.202
Si 9.79 2.8901 2.1416 0.0089 -0.0273 0.1693
Si 0.1841 6.8062 3.4801 -0.0634 0.0172 -0.1553
Si 0.0002 10.68 3.4378 0.0714 0.097 0.0129
Si 0.2096 2.9606 3.4057 -0.0872 -0.0768 -0.0185
Si 3.9893 6.8361 3.5076 -0.0333 -0.106 -0.0723
Si 4.0359 10.6893 3.3991 0.0692 0.0161 -0.0643
Si 3.903 2.9478 3.4432 0.1243 -0.1254 0.0201
Si 7.8459 6.8609 3.4874 -0.0142 0.1339 -0.039
Si 7.8368 10.7202 3.3636 -0.1013 0.0813 -0.0099
Si 7.7603 2.9772 3.3563 -0.0113 -0.0309 -0.083
Si 0.1361 4.8744 4.8061 0.0701 0.0136 0.0154
Si 0.1149 8.7494 4.8059 -0.0263 -0.0416 0.0022
Si 0.1147 1.0641 4.7993 0.0235 -0.0216 0.0054
Si 3.988 4.8821 4.8171 -0.0001 0.0177 0.0115
Si 3.9793 8.7796 4.7985 -0.0715 -0.0397 0.0527
Si 3.9744 1.0432 4.8017 0.022 0.1008 -0.0063
Si 7.8234 4.8987 4.7628 -0.0241 0.1215 -0.0109
Si 7.815 8.7935 4.7835 0.0823 -0.1409 -0.0259
Si 7.7956 1.0867 4.7445 -0.0227 -0.0366 -0.0647
Si 2.0584 4.8854 6.1684 -0.1146 0.0534 -0.0364
Si 2.0484 8.7803 6.1557 0.0715 0.1122 -0.0061
Si 2.0463 1.0335 6.164 0.0486 -0.0926 -0.0421
Si 5.9339 4.9064 6.1634 0.0295 -0.0955 0.0464
Si 5.9013 8.7139 6.1528 -0.0068 0.0153 0.0221
Si 5.9035 1.1145 6.1347 0.0682 -0.0393 -0.0097
Si 9.7284 4.9196 6.154 -0.1181 -0.0678 0.0634
Si 9.7207 8.7359 6.1611 0.0137 0.0305 0.05
Si 9.7034 1.0833 6.1165 0.0024 0.1125 -0.0131
Si 2.0774 6.8333 7.4975 -0.0339 -0.0548 -0.1125
Si 2.003 10.6747 7.5436 -0.0713 -0.203 0.1037
Si 2.0729 2.9617 7.5184 0.0417 0.0707 0.1188
Si 5.9179 6.7919 7.5927 0.0645 0.0742 0.0048
Si 5.8534 10.6888 7.3815 -0.1118 -0.0214 0.0086
Si 5.9906 3.0178 7.5487 -0.1311 0.0689 0.2317
Si 9.7453 6.8358 7.5898 -0.0225 0.0057 -0.0169
Si 9.6762 10.6892 7.4567 0.2044 -0.0486 0.0096
Si 9.673 2.9891 7.4813 0.0954 0.0849 0.0585
Si 11.7473 6.8551 8.899 -0.0054 0.0998 -0.0182
Si 11.5561 10.6622 8.8624 -0.0936 -0.0018 -0.1056
Si 11.6014 2.9759 8.7753 -0.1594 -0.1415 -0.2595
Si 3.9426 6.7529 8.9265 -0.0445 -0.1831 0.0767
Si 4.0054 10.6229 8.7895 0.2446 -0.0042 -0.1451
Si 4.0432 3.0323 8.8711 0.1953 0.0153 -0.1715
Si 7.8348 6.8675 9.0255 -0.1006 -0.2666 0.1692
Si 7.7106 10.7177 8.7446 0.0657 0.005 0.0051
Si 7.8879 3.0012 9.0284 0.0429 0.1736 0.1737
Si 11.8765 4.8485 10.0969 0.045 0.0917 0.227
Si 11.5774 8.7565 10.3148 -0.0709 0.1386 0.0484
Si 11.4292 1.097 10.1411 -0.3051 -0.0707 0.3229
Si 4.0841 4.8634 10.4314 -0.0373 -0.0537 0.1497
Si 3.9381 8.7156 10.1685 -0.0483 0.1574 0.0361
Si 3.9808 1.0259 10.0542 0.3524 0.1377 0.2451
Si 8.0439 4.964 10.5262 0.0947 0.0591 0.2707
Si 7.6717 8.9375 10.2151 0.0002 -0.0849 0.1501
Si 7.6962 0.9424 10.2518 -0.0362 0.0582 0.2258
Si 2.0962 4.2158 11.5806 0.1597 -0.2234 0.6544
Si 2.0181 9.5136 11.3531 -0.179 0.2779 0.9094
Si 1.9546 1.1459 11.1059 0.0979 -0.1512 0.8422
Si 6.0722 4.4953 11.8163 -0.0131 -0.3983 0.6667
Si 5.7861 8.6075 11.6874 -0.0431 0.0524 0.6671
Si 5.7544 1.2694 11.6284 -0.4142 0.0002 0.55
Si 10.3007 4.9294 11.7659 0.1296 -0.2258 0.2585
Si 9.5622 9.0433 11.581 0.1711 0.0849 0.5678
Si 9.5532 0.5616 11.6109 0.1443 -0.0998 0.3748
Si 5.8842 5.5321 18.7963 0.0483 -0.0907 -0.3947
Si 6.9708 9.9292 15.8823 0.1128 0.1387 0.3781
Si 13.8347 1.1859 19.0368 -0.1628 -0.2268 -0.6232
Si 3.5684 9.3875 13.7335 0.0231 -0.0168 0.7256
Si 7.0442 0.384 20.1926 -0.0093 0.1055 -0.5631
Si 7.4522 4.8272 14.5046 -0.2089 0.0383 0.6598
Si 14.8388 5.1158 17.1926 0.1256 -0.2357 -0.0181
Si 4.7861 0.2544 14.5282 -0.1934 0.1134 0.5804
Si 6.9882 9.0872 21.3793 0.0007 0.0206 -0.3829
Si 2.5605 3.4419 21.0008 0.0475 -0.0207 -0.6099
Si 10.1084 2.6009 18.1642 0.0852 0.0522 -0.1647
Si 8.027 0.6216 17.3791 0.041 -0.1152 -0.2449
Si 12.2329 5.6144 13.9506 0.1827 0.0153 0.5245
Si 4.2124 0.9426 21.1906 0.0639 -0.181 -0.5746
Si 7.2705 8.1452 18.3769 0.0861 -0.0931 -0.4307
Si 2.5052 7.2984 15.5694 0.2399 0.0008 0.2789
Si 12.8371 6.9022 18.151 -0.0479 -0.042 -0.1286
Si 12.2721 8.3161 20.6934 0.0287 0.043 -0.5181
Si 11.5746 -0.7938 19.3715 0.0876 0.0719 -0.4215
Si 3.1638 2.1441 16.3157 0.0328 0.0829 0.2305
Si 9.7153 2.6954 13.6297 0.1076 -0.2008 0.3972
Si 10.415 8.2354 18.6577 -0.0942 -0.0359 -0.5343
Si 4.7244 5.4309 21.5289 0.2421 0.0074 -0.4143
Si 9.7684 1.2613 20.6793 -0.0562 0.0159 -0.5775
Si 7.397 3.5256 17.2971 -0.0902 -0.0954 0.2795
Si 11.8394 3.0558 15.7262 0.3275 -0.1804 0.4987
Si 7.8246 7.719 13.6964 0.0446 0.2776 0.3763
O 7.272 -0.8606 21.2057 -0.0768 -0.0984 0.1938
O 12.5999 7.9616 22.2213 0.0536 0.3556 0.5946
O 12.4313 0.4238 18.7464 0.0683 -0.034 0.4171
O 0.6028 8.8869 -1.9308 -0.2218 0.1388 0.452
O -0.4951 -0.3273 -1.8798 0.2308 0.2119 0.2569
O 7.7776 3.3989 -1.0511 -0.0161 -0.1688 0.6571
O 12.9036 3.8587 22.0298 0.0643 -0.2255 0.5771
O 8.1476 -0.5292 16.2437 -0.3648 -0.0508 0.1191
O 10.9063 5.8739 13.0263 -0.3316 -0.3739 -0.5262
O 7.909 6.2514 -1.056 -0.1197 0.3716 0.4331
O 13.5807 7.8442 17.0387 -0.0607 -0.3974 -0.1172
O 10.2733 -0.1747 20.1054 0.0337 0.228 0.1777
O 10.6989 8.0312 20.2635 0.3518 0.1119 0.018
O 9.9698 1.0951 22.2778 -0.2235 0.1035 0.3682
O 0.4287 6.6941 -0.6896 -0.2378 0.0701 0.2521
O 13.1817 7.4196 19.6609 -0.3364 0.1682 0.1273
O 7.4504 8.9463 14.6982 0.0237 -0.364 -0.3752
O 13.4255 5.0255 13.0035 -0.1697 -0.1566 -0.3558
O 1.9448 11.1384 11.7815 0.1155 -0.1845 -0.5198
O 3.0549 1.1746 17.6069 -0.1052 0.234 0.1374
O 6.2095 4.7956 13.4654 -0.0163 0.021 -0.966
O 6.6282 7.4631 12.5908 -0.3151 0.3781 -0.2326
O 11.0597 9.6892 18.2332 -0.0292 -0.1384 0.5194
O 6.604 9.0354 17.1952 0.1897 0.0184 -0.0164
O 4.9946 9.3948 12.926 0.1024 -0.2676 -0.4331
O 4.4258 5.7408 18.1471 0.1255 -0.0829 0.0702
O 8.5635 3.7221 14.0987 0.1408 -0.0643 -0.1822
O 2.0777 2.5841 12.0098 -0.0791 -0.0066 -0.7047
O 11.9385 4.5812 15.1921 0.0016 0.2114 -0.5533
O 3.5726 8.3506 14.9812 -0.07 0.2531 -0.4771
O 4.3006 1.5921 15.3162 0.0542 -0.2992 -0.2864
O 3.8575 -1.1675 -1.2658 0.0738 0.2559 0.7939
O 3.4137 4.8146 20.7761 0.0796 -0.1581 0.3395
O 3.5908 2.3681 21.6622 -0.1348 -0.0429 -0.0967
O 13.6092 2.7177 19.5999 0.2031 0.0684 0.6728
O 5.5609 0.6513 13.159 0.151 0.1421 -0.7519
O 5.7117 10.8561 15.4784 -0.0305 0.0314 -0.3456
O 10.4933 3.3979 12.386 -0.2055 0.3303 0.0915
O 7.0115 4.4402 16.0197 0.1893 0.0158 -0.4687
O 9.1466 1.3133 13.029 0.2353 0.1437 -0.3863
O 7.2704 -0.0816 18.6429 0.0854 0.2202 0.3488
O 3.1626 0.3234 20.1045 0.1046 0.3602 0.4247
O 3.435 10.9156 14.2729 0.2334 -0.2223 -0.3865
O 2.3125 8.8819 12.8476 0.1687 0.1564 -0.3591
O 9.8308 10.5675 12.1525 -0.2994 0.1798 -0.6106
O 1.7261 2.2925 15.5708 -0.126 0.2188 0.0296
O 4.4526 0.0079 22.4905 0.1302 0.2357 0.3957
O 5.6168 1.1008 20.3829 -0.1629 -0.1516 0.3945
O 10.4481 2.4677 19.77 -0.2246 -0.3562 0.1955
O 6.425 4.0253 18.5004 0.0177 0.2475 -0.0524
O 5.6483 8.9144 22.2901 -0.1719 -0.2866 0.341
O 8.8778 8.2419 18.255 -0.1187 0.0242 0.2264
O 5.7874 5.8392 20.3775 -0.285 -0.0757 0.3071
O 5.8418 2.873 11.8591 0.2352 0.1905 -0.0778
O 8.055 6.3427 14.5244 -0.114 -0.0533 -0.4073
O 15.1719 3.5797 16.895 -0.2138 0.0075 -0.0336
O 7.159 1.9457 16.9442 0.2959 0.0642 0.1494
O 9.538 1.1381 17.6858 -0.1675 0.2519 0.1725
O 11.426 2.9973 17.3062 -0.1972 -0.0037 -0.1946
O 12.5117 9.9059 20.4069 -0.2003 -0.2383 0.0702
O 3.3634 1.3355 -2.248 0.0515 -0.2609 0.4988
O 10.6978 2.3003 14.8622 -0.269 0.2824 -0.4632
O 6.898 6.5939 18.1262 -0.1153 0.0526 0.2613
O 6.7616 8.5547 19.8555 0.1498 0.1428 0.534
O 12.7426 6.9982 14.6414 0.0019 -0.2696 -0.2168
O 3.75 7.4862 -1.1031 0.2711 -0.487 0.4126
O 9.1918 8.134 12.9121 -0.0556 0.0711 -0.4559
O 13.3898 5.382 17.9213 0.1358 0.2987 -0.0767
O 11.2213 7.0272 17.8995 0.2609 0.2602 0.3668
O 8.943 3.6982 17.8138 -0.0511 -0.3175 -0.0664
O 8.1765 1.5029 20.4637 0.0478 -0.26 0.1495
O 3.3053 5.8912 15.7696 -0.2713 0.2591 0.0679

Results
free energy: -47208.442 eV
free energy less fixed offsets of O -463.61, Si -117.95 eV per atom: -28.372 eV
pressure: -1.40 GPa
stress xx, yy, zz, yz, xz, xy (GPa, positive in tension): 0.53, 1.77, 1.9, 0, -0.19, -0.29
